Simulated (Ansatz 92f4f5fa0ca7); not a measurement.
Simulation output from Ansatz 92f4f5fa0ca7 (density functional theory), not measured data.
Periodic cell of 273 atoms, Si157O104As12, from a study of silicon, its oxide and their interface. The atomic structure is a simulated model.
Doubt: the cutoff is far below the 930 eV that the study's wrapper takes by default for these files, so forces and energies are approximate.
This geometry differs little from another in the collection (a relaxation step or a small displacement).

Settings: functional PBE; potential files Ansatz PAW; basis plane waves; wave-function cutoff 580 eV; density cutoff ratio 5; exchange-correlation grid ratio 1; k mesh 1 x 1 x 1, Gamma-centred; self-consistency stop 5e-08 eV per atom in the density residual; occupations fixed; spin none; net charge 0.

Cell vectors (angstrom)
a 11.6015 0 0
b 0 13.3963 0
c 0 0 31.3362

Atoms and the computed forces on them: element, x, y, z (angstrom), force x, y, z (eV/angstrom)
Si 0.0837 0.2878 24.4984 0.0006 -0.0135 -0.0001
As 3.9505 0.0666 24.398 0.0014 0.0076 -0.0071
As 7.7044 0.0825 24.3404 -0.0007 -0.0066 0.0008
Si 2.0167 3.2804 24.7015 0.0175 -0.0046 0.0102
As 5.8086 3.3654 24.3772 -0.0006 0.0073 -0.0009
Si 9.7359 3.4285 24.6258 0.0007 -0.01 0.0053
As 0.0247 6.7886 24.34 -0.0022 -0.0059 -0.0022
Si 3.8347 6.7391 24.4886 0.0178 -0.0062 0.0113
Si 7.661 6.9394 24.8202 -0.0128 0.0152 -0.0165
As 1.9577 10.1358 24.3276 -0.0031 0.0003 -0.0057
As 5.8223 10.1806 24.3932 0.0074 0.0007 0.0026
Si 9.6663 10.1943 24.6553 -0.0017 0.0005 0.0075
Si 0.0287 2.3551 25.5708 -0.0067 0.0126 0.0001
Si 3.9743 2.2394 25.5162 -0.008 0.0053 0.0269
Si 7.7454 2.2854 25.3881 0.0063 0.0101 0.0184
Si 1.9197 5.616 25.3317 -0.0149 -0.0007 0.0016
Si 5.7678 5.5983 25.3932 -0.0053 0.0046 -0.0032
Si 9.6748 5.7197 25.3704 0.0154 -0.0091 0.0149
Si 0.0459 9.0071 25.3935 0.0097 0.0025 0.0276
Si 3.8841 9.0161 25.3397 -0.0029 -0.0042 0.003
Si 7.6909 9.1529 25.582 0.0002 -0.0026 0.0032
Si 1.9737 12.3735 25.3396 -0.008 -0.002 0.0135
Si 5.8279 12.3567 25.4556 -0.0047 -0.0062 0.0002
Si 9.7035 12.4727 25.3097 0.0065 0.0033 -0.0071
Si 0.0146 2.2899 27.8934 0.0022 -0.0011 0.0093
Si 3.9095 2.2582 27.8472 0.0011 -0.0036 -0.012
Si 7.7539 2.2807 27.7605 0.008 -0.0117 -0.003
Si 1.943 5.5956 27.7281 0.009 -0.0001 0.0111
Si 5.7927 5.6252 27.7683 -0.0059 0.0122 0.0029
Si 9.6686 5.6319 27.7502 -0.0096 -0.0076 0.0014
Si 0.0137 8.9765 27.7625 -0.007 -0.0092 -0.0117
Si 3.8658 8.9511 27.7264 -0.0019 -0.0005 0.0136
Si 7.7402 9.0291 27.897 -0.0002 0.0045 0.0056
Si 1.9391 12.3262 27.7294 -0.0132 -0.0015 0.0012
Si 5.8146 12.3219 27.8015 0.0071 -0.002 0.0129
Si 9.7124 12.3597 27.7169 0.0107 0.0069 0.0158
Si 1.956 1.139 28.5826 0.0099 0.0038 0.0024
Si 5.8395 1.1479 28.5928 -0.0067 -0.0019 0.0054
Si 9.675 1.1597 28.583 -0.0153 0.0039 0.0021
Si 0.0017 4.5338 28.5817 -0.0001 -0.0053 -0.0009
Si 3.8731 4.5028 28.5757 -0.0068 -0.0041 -0.0028
Si 7.7341 4.5089 28.5564 0.0154 0.0002 0.002
Si 1.9354 7.8301 28.5476 0.0059 0.0047 0.0004
Si 5.7985 7.8563 28.5722 -0.0038 -0.0059 -0.0019
Si 9.6808 7.8553 28.5673 0.0066 0.012 0.0001
Si 0.0135 11.2104 28.551 0.0022 0.0038 -0.0039
Si 3.8637 11.184 28.5465 0.0077 -0.0025 0.0044
Si 7.7778 11.26 28.5905 -0.0162 -0.0076 -0.0051
Si 1.9336 1.1164 30.9413 0.0289 -0.0317 0.075
Si 5.8008 1.1164 30.9413 0.1333 0.0278 0.1194
Si 9.6679 1.1164 30.9413 -0.0444 -0.0141 0.0773
Si 0 4.4654 30.9413 0.0346 0.1717 0.0651
Si 3.8672 4.4654 30.9413 -0.0059 0.1033 0.0629
Si 7.7343 4.4654 30.9413 -0.0262 0.0678 -0.107
Si 1.9336 7.8145 30.9413 0.0425 -0.0004 -0.1691
Si 5.8008 7.8145 30.9413 -0.0803 0.0408 0.0391
Si 9.6679 7.8145 30.9413 0.0772 0.0468 -0.0933
Si 0 11.1635 30.9413 0.0096 0.0842 -0.1552
Si 3.8672 11.1635 30.9413 -0.0495 0.0392 -0.1182
Si 7.7343 11.1635 30.9413 0.1264 0.2669 0.1271
Si 0 0 0.3944 -0.018 0.0206 -0.0015
Si 3.8672 0 0.3944 0.0009 -0.0542 -0.1388
Si 7.7343 0 0.3944 -0.0516 -0.0433 0.0286
Si 1.9336 3.3491 0.3944 -0.0746 -0.0482 0.0372
Si 5.8008 3.3491 0.3944 0.0372 -0.081 -0.0215
Si 9.6679 3.3491 0.3944 0.0047 -0.0391 0.1275
Si 0 6.6981 0.3944 -0.13 -0.0936 0.173
Si 3.8672 6.6981 0.3944 -0.092 -0.0411 -0.0927
Si 7.7343 6.6981 0.3944 0.1059 -0.0707 0.0944
Si 1.9336 10.0472 0.3944 -0.1348 -0.0628 -0.0991
Si 5.8008 10.0472 0.3944 0.081 -0.0869 -0.0762
Si 9.6679 10.0472 0.3944 -0.007 -0.1144 -0.1234
Si -0.0137 -0.0178 2.7623 0.0039 -0.0061 -0.0075
Si 3.8622 -0.0394 2.7482 0.0006 -0.0053 0.0007
Si 7.7241 -0.0248 2.748 -0.0019 -0.0043 -0.0021
Si 1.9088 3.3198 2.7733 0.0124 -0.0001 -0.0031
Si 5.802 3.3204 2.7608 -0.0084 -0.0004 -0.0052
Si 9.6587 3.315 2.7874 0.0029 -0.0039 0.0042
Si -0.0451 6.6529 2.7822 0.0136 -0.0009 0.0102
Si 3.8302 6.6805 2.746 0.0016 -0.0017 -0.0052
Si 7.7445 6.6594 2.7821 -0.0055 -0.0021 0.0048
Si 1.8878 10.0076 2.7551 0.0119 0.0094 -0.0023
Si 5.8194 10.0101 2.7653 -0.0086 0.0167 -0.0018
Si 9.6671 9.9966 2.748 -0.0009 0.0082 -0.0087
Si -0.0174 2.1976 3.6027 -0.0065 -0.0078 -0.0039
Si 3.8593 2.1928 3.5194 -0.0034 0.0045 -0.0097
Si 7.7279 2.1877 3.5687 0.0014 -0.0079 -0.0027
Si 1.9011 5.556 3.5555 -0.0049 0.0053 0.0006
Si 5.7698 5.5692 3.4994 -0.0004 0.0051 0.0029
Si 9.6485 5.5159 3.6509 -0.0054 0.0057 -0.0045
Si -0.0352 8.8705 3.5934 -0.0128 -0.0055 -0.0106
Si 3.845 8.9231 3.4878 -0.0036 -0.0058 -0.0089
Si 7.7605 8.883 3.5836 0.0134 -0.0082 -0.0135
Si 1.9186 12.2443 3.5125 -0.004 0.0062 -0.0022
Si 5.7983 12.245 3.5305 0.0022 -0.002 0.0029
Si 9.6524 12.231 3.4919 -0.0003 -0.0027 -0.0016
Si 0.023 2.0976 5.9935 -0.0024 0.012 0.0039
Si 3.8595 2.1413 5.8566 -0.0026 0.0093 0.0072
Si 7.6814 2.0892 5.9396 0.0107 0.0126 0.0064
Si 1.9326 5.5213 5.9213 -0.004 -0.0073 0.0022
Si 5.7018 5.5516 5.8391 0.0107 -0.0125 0.0014
Si 9.6329 5.4197 6.0801 0.01 -0.0049 0.0151
Si -0.0506 8.8751 5.9783 0.0068 0.0088 0.0154
Si 3.8296 8.9876 5.8246 0.0082 0.0049 0.0047
Si 7.7835 8.8865 5.9688 -0.0018 0.0037 0.0145
Si 1.9257 12.2291 5.8488 -0.0014 -0.0049 -0.0018
Si 5.7798 12.225 5.8743 0.0036 -0.0053 -0.0075
Si 9.6442 12.126 5.8228 0 -0.0064 0.0018
As 1.9821 1.0059 6.9338 0.0031 -0.0023 0.0022
As 5.746 1.0118 6.9435 -0.0013 -0.0014 0.0053
Si 9.6414 0.902 6.7232 -0.0083 -0.0001 -0.0159
Si 0.0648 4.3259 6.8478 -0.0027 0.0071 -0.02
As 3.8385 4.3686 6.8827 -0.0025 -0.0014 -0.0141
Si 7.5464 4.3335 6.7052 -0.0174 0.0089 -0.0347
Si 1.9417 7.8149 6.678 -0.0065 -0.0143 -0.0094
Si 5.7547 7.854 6.575 -0.0088 -0.0146 0.0073
Si 9.6708 7.6441 6.9102 -0.0029 -0.0139 -0.0234
As -0.0142 11.1289 6.8962 0.0022 0.0018 -0.0043
As 3.8433 11.1574 6.9097 -0.0017 -0.0028 -0.0022
As 7.7154 11.1224 6.9405 -0.0013 0.0042 -0.0018
O 11.861 4.2442 8.514 0.0046 -0.002 0.0218
O 9.7116 7.2966 8.5772 0.002 0.0069 0.0188
O 9.5633 0.5592 8.3743 0.0059 -0.0043 0.0186
O 1.9174 7.9641 8.3402 -0.0005 0.0076 0.0051
O 5.7207 8.1135 8.2206 0.0032 0.0068 0.0007
O 7.12 4.2067 8.3122 -0.0059 0.0013 0.036
O 0.2132 14.2508 22.8851 0.0036 0.0122 -0.0012
O 7.4989 7.4589 23.2143 -0.0124 0.0054 0.0158
O 9.9584 3.2737 22.9411 0.0009 0.0053 -0.0072
O 9.5704 10.3173 22.9851 -0.004 0.005 -0.0002
O 3.7618 6.6127 22.8188 -0.0057 0.0011 -0.0074
O 2.0963 2.7676 23.0976 0.0015 -0.0041 -0.0053
Si -0.1086 4.3728 17.5866 -0.0008 -0.0002 0.0001
Si 8.5045 6.9802 22.0359 0.0105 -0.0165 0.0039
Si -4.5749 2.3866 20.2837 0.0061 0.0032 0.0022
Si 14.6665 9.0567 19.5522 -0.002 -0.005 -0.0078
Si 8.4195 9.7878 11.6483 -0.0014 -0.0063 0.0125
Si 1.6465 8.6829 12.4103 0.004 -0.0065 0.0079
Si 2.2052 13.289 19.8147 -0.0046 0.0063 -0.0007
Si 11.2821 10.2407 10.9924 -0.0007 -0.0076 0.0077
Si 11.9988 -2.7293 19.6295 -0.0031 -0.0009 -0.0013
Si 2.2477 0.5252 16.7916 0.0003 0.0016 0.0005
Si 5.1309 1.3552 12.4444 -0.0006 0.0017 0.0079
Si 9.0332 3.9871 21.7964 -0.0078 -0.0004 0.0084
Si 13.9561 7.2994 9.7553 -0.0007 -0.0099 0.0031
Si 9.9445 7.7642 10.1235 -0.0013 -0.0099 -0.0076
Si 8.734 4.2335 18.8526 0.0051 -0.0008 0.0006
Si -0.6408 6.6675 12.7926 0.0024 -0.0023 0.0034
Si 7.4542 3.4247 12.3833 -0.0011 0.0018 0.0027
Si 5.5983 10.0062 11.3942 -0.0017 -0.0087 0.0083
Si 10.3786 3.0024 11.6252 0.002 0.0034 0.0056
Si 7.7266 8.4932 19.7428 0.008 -0.0048 -0.002
Si 9.5938 11.7352 17.8423 0.0031 -0.0006 -0.0049
Si 1.543 4.176 20.1861 -0.007 -0.0067 -0.0026
Si 4.2737 11.7047 16.3278 0.0003 -0.0057 -0.0069
Si -1.8028 9.5063 21.6002 0.0057 -0.0028 -0.0045
Si 4.6597 11.5316 19.4277 -0.0016 0.0013 -0.0057
Si 5.4354 8.3949 18.0001 -0.0014 0.0009 -0.0061
Si 12.3088 4.8066 14.7516 -0.0005 0.0009 0.0008
Si 6.4014 5.6593 14.4613 0.0006 -0.0014 0.0025
Si 3.6747 4.9101 13.8907 0.001 -0.0011 0.001
Si 0.9837 12.7881 10.7023 -0.0019 0.0096 0.0051
Si 3.8496 12.2301 11.5361 -0.0015 0.0027 0.009
Si 6.2149 18.7652 17.5493 0.0032 -0.0031 -0.0037
Si -2.1111 13.6207 15.3707 0.0008 0.001 -0.0012
Si 5.3873 7.4149 9.6412 0.0013 -0.0077 -0.0067
Si 6.5035 0.4275 16.283 0.0004 -0.0011 -0.0022
Si 4.4999 4.0694 19.6148 -0.0012 -0.0006 -0.009
Si 10.5992 0.2123 12.507 -0.0021 0.002 0.0105
Si 3.7279 3.6765 10.9503 -0.0025 0.005 0.0054
Si 3.8388 10.271 13.7109 0.0023 -0.0012 0.0084
Si 7.2394 13.0006 19.2836 0.0011 0.0011 -0.0035
Si 0.0741 2.1128 15.8093 0.0003 -0.0008 0.0022
Si 7.986 9.2081 16.9729 0.0002 -0.0024 -0.0041
Si 4.4221 2.1273 15.2735 -0.0011 -0.0001 -0.0006
Si 10.2281 0.8592 9.8167 0 0.0017 -0.0136
Si 6.3958 4.6112 9.7048 0.0118 0.0026 -0.0079
Si 1.2213 1.8677 22.0403 -0.005 -0.0041 -0.0092
Si 0.9403 4.4855 9.9782 -0.0056 0.0037 -0.0088
Si 8.4687 8.0794 14.1499 -0.0001 -0.0006 0.0061
Si 3.3248 19.7271 21.2751 0.0007 -0.0003 -0.0031
O 11.1306 8.897 10.0722 -0.0005 0.0095 -0.0011
O 2.3252 8.4053 10.9501 -0.003 0.0085 0.001
O 9.6642 0.0224 11.1376 0.0044 -0.0009 0.0017
O -1.7145 7.4892 13.6697 -0.003 0.001 -0.0006
O 3.0519 7.7746 20.5557 0.0006 0.0035 0.0031
O 11.5125 4.1039 11.2032 -0.003 -0.0029 0.0005
O 6.712 0.2432 17.8794 -0.0004 0.0003 0.0005
O 0.6653 3.022 20.9748 0.0025 0.0054 0.0009
O 2.8388 -0.9338 16.4176 -0.0005 -0.0015 0.004
O 2.2929 3.5889 10.1857 0.0077 -0.0019 -0.0015
O 15.3784 12.8536 19.7585 0.0039 -0.0034 0.0099
O 12.2769 3.1689 14.7179 0.0002 -0.0007 -0.0014
O 2.1077 0.8871 21.0889 0.0049 -0.0097 -0.0018
O 6.6529 1.9849 12.553 -0.0014 -0.0007 -0.0108
O 4.8256 6.04 14.1789 0.0008 0.0008 -0.0008
O 9.8676 4.451 17.7221 0.0016 -0.0004 0.0028
O 3.8889 6.7696 9.6286 -0.0017 0.0029 -0.0006
O 9.0815 3.4396 12.5281 0.0003 -0.001 -0.005
O 2.1964 5.3634 14.3881 -0.002 -0.0001 0.0013
O -3.1436 8.3345 18.2844 0.0006 0.0005 0.0012
O 6.8427 4.4409 13.4813 -0.0015 0.003 -0.0007
O 2.6077 12.8917 10.7 0.002 -0.0015 -0.0059
O 8.4968 10.7314 17.1762 -0.001 -0.0015 0.0053
O 10.3758 6.612 11.2363 0.001 0.0004 0.002
O 1.3676 6.0553 10.1134 0.003 0.0014 -0.0028
O 7.8743 13.6776 15.4348 0.0012 -0.0006 0.0023
O 4.1536 2.2098 11.473 0.0014 -0.0046 -0.0033
O 1.5382 9.5612 19.2063 0.0021 -0.0025 0.0071
O 7.7945 7.0994 20.5825 -0.0025 0.0069 -0.0003
O 5.5103 8.5047 10.8163 0.0007 0.012 -0.0021
O 6.3407 22.5665 16.8563 0.0053 0.0003 0.0016
O 1.9505 5.4232 21.1811 0.0017 -0.0009 0.0061
O 1.8624 0.6025 18.3783 0.0006 0.0002 -0.0015
O 8.581 8.4653 10.6892 -0.0012 0.0058 -0.003
O 5.2599 9.9052 12.9942 -0.002 0.0017 -0.0018
O 9.9065 2.4217 10.1602 0.0047 0.0023 0.0023
O -0.3919 5.287 13.6377 0.0018 -0.0023 0.0013
O 4.8494 4.1218 9.8562 -0.0051 -0.003 0.0018
O 2.7744 9.0475 13.5159 0.0003 0.0012 -0.0025
O 9.5497 4.3585 20.2844 -0.0026 -0.0023 -0.0058
O 3.9343 -3.1053 20.2162 0.0021 -0.0012 0.0053
O 15.7403 3.6472 14.8112 -0.0013 -0.0017 -0.0008
O 7.1406 0.7722 20.4194 -0.0021 -0.0047 0.0029
O 12.2694 4.8002 18.9485 -0.0025 0.0021 0.0005
O 5.4644 12.6704 15.7724 0.0016 -0.0001 0.0018
O 6.1495 8.7891 19.4416 -0.0034 -0.0008 0.0041
O 7.1017 10.6105 11.1683 0.0001 0.0029 -0.009
O 5.4797 2.9085 20.229 -0.0039 0.0016 0.0055
O 3.6403 4.6455 12.2737 0.0012 0.0017 0.0004
O 0.3211 5.2807 16.2851 0.0006 0.0023 -0.0004
O 11.0181 1.8018 12.54 0.0001 -0.0062 -0.0038
O 0.2291 2.806 17.2805 0.0015 -0.0022 0.0034
O 4.6411 11.2063 17.8264 0.0011 -0.0006 0.0004
O 7.2559 3.9225 10.8677 0.0034 -0.005 0.0023
O 4.5019 10.9913 10.6798 -0.0008 0.0009 -0.0056
O 6.4541 6.2233 9.909 -0.0036 -0.0039 -0.0019
O 4.5082 5.4629 20.5086 0.0016 -0.0039 0.0059
O 7.9334 2.7991 18.9609 0.0013 -0.0005 0.0029
O 6.2309 11.81 19.7965 0.0002 -0.0013 0.0077
O 3.2878 -1.7596 12.9676 0.0005 -0.0029 -0.0032
O 4.4159 1.2303 13.9087 -0.0009 0.0004 0.0009
O 9.9063 13.0724 13.8778 -0.001 0.001 0.0015
O 8.1323 9.3481 13.1922 0 -0.0007 -0.0023
O -1.4827 15.1249 15.5163 -0.0006 -0.0014 0.0023
O 12.1988 9.9235 12.3011 0.0011 0.0009 -0.0036
O 9.8766 7.8934 21.9627 -0.0022 0.0051 -0.0012
O 11.8702 13.9652 9.7962 -0.0015 -0.0073 -0.0012
O 7.6928 3.0736 21.6152 0.0022 0 -0.0021
O 5.0944 -0.137 11.7953 0 0.0006 -0.0095
O 10.0476 12.7182 16.6181 0.0003 0.0011 0.0006
O 5.883 15.3093 15.985 0.0003 -0.0013 0.0036
O 8.4888 9.6671 20.606 -0.0066 -0.0049 0.002
O 8.7927 12.5088 19.0626 0.0023 -0.0027 0.005
O 1.1672 12.0424 20.0529 0.0017 -0.0038 0.0071
O 3.8299 8.6504 18.1502 0.0016 -0.0023 0.0045
O 9.7876 10.6699 11.5131 0.001 0.0022 -0.0081
O 11.1539 10.0493 20.8878 0.006 0.0022 0.0001
O 7.2832 6.9738 14.1182 0.0007 0.0006 -0.0008
O 12.0467 11.3609 10.0957 -0.0043 0.0017 -0.0012
O 7.5507 5.2973 18.4907 -0.0042 -0.001 0.0039
O 6.6201 5.1265 15.992 0.0004 0 0.0015
O 3.3141 1.6897 16.3824 0.0011 -0.0002 0.0011
O 0.9326 0.7346 15.8499 -0.0006 -0.0011 -0.002
O 8.7712 5.446 22.4534 0.0124 -0.0129 -0.0008
O 5.0614 4.3414 18.0964 0.0019 0.0012 0.0022
O 5.5613 6.8303 17.6693 -0.0001 -0.0027 0.005
O -2.9141 8.5871 15.6696 0.0007 0.0008 0.0011
O 0.4194 12.8395 12.2489 0.0004 -0.0016 -0.0105
O 4.0751 10.4654 15.3025 -0.0016 0.0028 0.0033
O -0.6702 10.9916 18.4216 -0.0039 0.0012 0.0021
O 0.818 7.3732 12.8608 -0.0004 0.0033 -0.0042
O 2.9494 3.5412 19.5915 0.0044 -0.0008 0.0058

Results
free energy: -217231.862 eV
free energy less fixed offsets of As -4856.12, O -568.88, Si -635.61 eV per atom: -4.132 eV

The program warned: the cutoff lies below the one the program advises for these potential files; the exchange-correlation potential is rough where the density is thin.
